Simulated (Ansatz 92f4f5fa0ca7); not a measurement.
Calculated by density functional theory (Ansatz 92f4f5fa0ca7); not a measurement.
Periodic cell of 224 atoms, Si132O90As1H1, from a study of silicon, its oxide and their interface. The atomic structure is a simulated model.
Doubt: the cutoff is far below the 930 eV that the study's wrapper takes by default for these files, so forces and energies are approximate.
This geometry differs little from another in the collection (a relaxation step or a small displacement).

Settings
functional: PBE
potential files: Ansatz PAW
basis: plane waves
wave-function cutoff: 580 eV
density cutoff ratio: 5
exchange-correlation grid ratio: 1
k mesh: 1 x 1 x 1, Gamma-centred
self-consistency stop: 5e-08 eV per atom in the density residual
occupations: fixed
spin: none
net charge: 0

Cell vectors (angstrom)
a 10.938 0 0
b 0 10.938 0
c 0 0 33.3171

Atoms: element, x, y, z (angstrom)
Si 0.4398 -0.3411 25.9785
Si 5.3338 0.3141 25.7852
Si 2.9516 2.4075 25.7822
Si 7.9465 3.0358 26.0558
Si -0.2763 5.624 25.7612
Si 5.846 5.3312 25.8625
Si 2.6101 8.3222 25.7262
Si 8.572 8.0104 25.7944
Si 1.5068 1.2951 27.2671
Si 6.7906 1.4106 27.2662
Si 4.1137 4.1223 27.0155
Si 9.5929 4.149 27.2604
Si 1.38 6.7849 27.0576
Si 6.9743 6.8771 27.1864
Si 4.1895 9.5446 27.0375
Si 9.677 9.5291 27.2025
Si 2.8442 -0.0921 28.5643
Si 8.2259 -0.0174 28.5152
Si 0.0417 2.6994 28.5289
Si 5.4076 2.787 28.5501
Si 2.7454 5.4438 28.4633
Si 8.2283 5.4847 28.6044
Si 0.0573 8.1364 28.545
Si 5.506 8.1978 28.4914
Si 4.1018 1.3673 29.8988
Si 9.5708 1.3673 29.8988
Si 1.3673 4.1018 29.8988
Si 6.8362 4.1018 29.8988
Si 4.1018 6.8362 29.8988
Si 9.5708 6.8362 29.8988
Si 1.3673 9.5708 29.8988
Si 6.8362 9.5708 29.8988
Si 0 0 31.2661
Si 5.469 0 31.2661
Si 2.7345 2.7345 31.2661
Si 8.2035 2.7345 31.2661
Si 0 5.469 31.2661
Si 5.469 5.469 31.2661
Si 2.7345 8.2035 31.2661
Si 8.2035 8.2035 31.2661
Si 1.3673 1.3673 32.6333
Si 6.8362 1.3673 32.6333
Si 4.1018 4.1018 32.6333
Si 9.5708 4.1018 32.6333
Si 1.3673 6.8362 32.6333
Si 6.8362 6.8362 32.6333
Si 4.1018 9.5708 32.6333
Si 9.5708 9.5708 32.6333
Si 2.7345 0 0.6835
Si 8.2035 0 0.6835
Si 0 2.7345 0.6835
Si 5.469 2.7345 0.6835
Si 2.7345 5.469 0.6835
Si 8.2035 5.469 0.6835
Si 0 8.2035 0.6835
Si 5.469 8.2035 0.6835
Si 4.1018 1.3673 2.0507
Si 9.5708 1.3673 2.0507
Si 1.3673 4.1018 2.0507
Si 6.8362 4.1018 2.0507
Si 4.1018 6.8362 2.0507
Si 9.5708 6.8362 2.0507
Si 1.3673 9.5708 2.0507
Si 6.8362 9.5708 2.0507
Si 0 0 3.418
Si 5.469 0 3.418
Si 2.7345 2.7345 3.418
Si 8.2035 2.7345 3.418
Si 0 5.469 3.418
Si 5.469 5.469 3.418
Si 2.7345 8.2035 3.418
Si 8.2035 8.2035 3.418
Si 1.3399 1.3685 4.8123
Si 6.7962 1.3871 4.7701
Si 4.0441 4.1646 4.7471
Si 9.5636 4.1125 4.819
Si 1.3613 6.8424 4.8016
Si 6.8122 6.8421 4.7961
Si 4.0786 9.5746 4.8504
Si 9.5109 9.624 4.6879
Si 2.6325 -0.0524 6.2384
Si 8.1577 -0.0021 6.0962
Si -0.0256 2.7495 6.2216
Si 5.3458 2.73 6.0537
Si 2.7321 5.5043 6.2296
Si 8.1333 5.4295 6.1789
Si -0.1245 8.2274 6
Si 5.4568 8.1968 6.2341
Si 3.784 1.6248 7.4253
Si 9.6915 1.1239 7.4526
Si 1.5984 3.8972 7.5358
Si 6.5185 4.2054 7.4273
Si 4.3898 6.5602 7.5946
Si 9.2663 7.1239 7.3621
Si 0.8977 9.7412 7.4442
Si 7.0764 9.3819 7.4976
O 9.6018 6.811 25.259
O 4.139 1.3552 25.2577
O 8.1904 8.24 7.97
O 2.7075 2.7532 8.0007
O 6.8918 4.1312 25.3854
O 1.4887 9.4835 25.3163
O 5.4878 5.3807 7.9352
O -0.1168 0.0168 7.9098
O 6.9674 3.3843 8.7907
O 6.5462 10.1437 8.8732
O 10.1433 6.5579 8.6304
O 1.1216 8.8525 8.8134
O 4.602 1.052 8.7226
O 1.038 4.6228 8.9254
O 8.9244 1.5574 8.8533
O 3.9629 7.0366 9.1129
O 8.0401 8.8432 24.4648
O 8.7078 2.3003 24.8216
O 5.4997 6.2725 24.5382
O 2.0052 2.8132 24.4836
O 10.7536 0.45 24.7004
O 0.1959 4.7702 24.4168
O 7.2675 11.8812 20.6994
O 6.2278 10.783 24.4717
Si 9.6727 1.3669 23.9356
Si 4.616 6.4354 20.583
Si 1.0541 8.8939 10.4412
Si 17.2771 5.2407 15.8603
Si 7.3238 2.1531 19.5988
Si 19.3104 14.3077 12.6133
Si 11.0335 4.97 16.8379
Si 9.2411 -0.6175 16.4793
Si 15.4339 10.5004 19.0407
Si 12.6909 3.0108 18.3131
Si 8.3589 2.9371 9.5104
Si 2.9899 7.9633 18.4653
Si 11.5533 1.0987 16.2884
Si 0.4384 13.6426 13.5418
Si 4.2852 2.4804 20.0471
Si 6.1306 2.4443 14.4422
As 7.3927 5.7108 18.935
Si 5.2153 10.7711 9.5922
Si 15.1681 6.575 23.5606
Si 17.9409 10.2554 20.6889
Si 3.0813 4.3282 21.9637
Si 11.4593 9.5782 14.8366
Si 6.5697 11.5996 16.9981
Si 5.2739 8.2744 13.1109
Si 10.5356 5.2079 9.4383
Si 3.7231 6.9705 15.486
Si 7.4873 10.1431 23.64
Si -2.1751 8.4734 18.8556
Si -0.3851 6.795 12.0662
Si 1.6171 10.9898 12.3314
Si 11.0491 6.6951 19.0644
Si 3.8442 8.1082 10.3272
Si 0.8161 3.5002 23.5788
Si 10.0768 3.7734 19.1644
Si 4.8512 11.2567 12.5574
Si 7.8186 6.2835 13.5047
Si 1.334 5.3952 14.1532
O 9.9604 7.7274 19.6813
O 5.1081 1.7047 13.3934
O 11.4077 2.8228 19.35
O 7.3904 12.4857 18.0952
O 4.1232 7.974 14.2489
O 4.0378 0.8833 19.8782
O 2.3475 8.0415 10.9482
O -1.0797 4.0284 17.5253
O 7.734 4.887 12.6282
O 9.4786 -1.8324 17.5371
O 5.79 14.8982 14.9695
O 5.5107 9.9014 13.2242
O 10.7235 8.1617 11.175
O 17.6249 4.9412 17.4394
O 1.3256 10.6621 15.7737
O 6.0579 12.5038 15.7868
O 1.6036 7.3697 19.1504
O 19.6263 3.106 19.7874
O 7.5398 18.3928 18.4263
O 12.6326 1.7207 17.3274
O 3.2343 11.0745 12.4487
O 3.2195 7.6234 24.3304
O 19.1686 9.6526 19.8197
O 9.431 4.0817 9.1132
O 11.9652 9.8333 13.326
O 3.8901 2.951 21.5726
O 4.6874 7.1488 22.0828
O 1.1644 10.4727 10.8536
O 5.1203 6.2935 15.9247
O 18.5761 10.5376 16.3837
O -2.7757 2.7653 11.1107
O 6.6413 7.3967 13.2948
O 5.858 2.9073 19.7558
O 11.0404 5.1424 15.2385
O 16.1917 10.8884 17.6412
O 10.1016 11.6421 16.9669
O 0.3089 2.1428 15.0724
O 3.5682 5.0835 23.3359
O 14.0551 -3.2874 16.8635
O 11.7714 8.051 15.2648
O 5.5338 11.3784 11.0704
O 4.0977 -1.3492 9.6849
O 8.6563 11.233 23.2398
O 4.8348 7.8471 11.5882
O 10.5969 2.4317 23.0889
O 3.3891 5.3487 20.7259
O 7.6751 5.8494 15.0932
O -0.4649 5.5321 11.0247
O 9.8448 9.8842 15.0188
O 0.9427 12.4429 12.5726
O 6.9514 9.6461 22.1901
O 1.5433 3.9106 13.4856
O 4.2241 7.3378 19.3066
O 2.6953 5.8437 14.9079
O 9.9482 14.2304 13.0174
O 3.1834 9.5811 18.7159
O 9.2352 6.9515 13.0312
O 17.0124 5.8087 20.1846
O 0.8927 6.4627 13.0172
O 10.8239 6.4901 17.4378
O 16.5391 9.7835 20.0034
O 1.4967 4.0211 22.1827
O 10.6201 5.2441 19.7591
O 23.3968 4.3768 17.4182
O 14.1598 3.1517 18.9866
O 7.5921 2.4504 13.7149
H 11.4251 7.7423 16.13

Results
free energy: -139968.935 eV
free energy less fixed offsets of As -4856.12, H -15.97, O -568.88, Si -635.61 eV per atom: 2.875 eV

Forces (eV/angstrom), in the order of the atoms: element, x, y, z
Si -0.002 0.0003 0.0114
Si -0.0046 0.0035 -0.0073
Si -0.0008 0.0012 0.0062
Si -0.0013 -0.0002 -0.0012
Si 0.0001 -0.0002 -0.01
Si -0.0035 -0.0011 -0.0008
Si -0.0007 0.0017 -0.0028
Si -0.0021 0.0022 0.0034
Si 0.0019 -0.0008 -0.0059
Si 0.0017 -0.002 0.002
Si 0.0002 -0.0011 -0.0034
Si 0.0026 -0.0008 0.0002
Si 0.0017 -0.0035 0.0015
Si -0.001 0.003 -0.0059
Si -0.0011 -0.0021 0.0006
Si 0.0023 0.001 -0.0045
Si 0.0001 0.0013 -0.002
Si 0.0021 -0.0018 -0.0011
Si 0.0019 -0.0019 -0.0007
Si -0.0039 0 -0.0015
Si 0.0016 -0.0003 -0.001
Si 0.0021 0.0016 0.0027
Si -0.0016 0.0039 0.0003
Si 0.0008 -0.0002 0.0002
Si 0.0941 -0.0183 0.2943
Si 0.046 -0.0656 -0.1077
Si 0.1767 -0.0088 -0.1928
Si -0.1996 0.0826 0.2002
Si 0.012 -0.0516 -0.49
Si 0.3137 0.0907 0.533
Si 0.2509 -0.3104 0.092
Si 0.059 -0.0094 -0.1329
Si 0.0009 0.0249 -0.0376
Si 0.0682 0.1771 -0.002
Si -0.0522 -0.0787 -0.0102
Si -0.0526 0.0109 -0.0253
Si -0.0672 0.084 0.0049
Si 0.0649 -0.0192 0.0009
Si -0.0902 0.065 0.0174
Si 0.0708 0.0332 -0.0098
Si -0.0062 0.0325 -0.0026
Si 0.0292 -0.0844 -0.007
Si 0.0022 0.0021 -0.0191
Si 0.0628 -0.0212 -0.0341
Si 0.0575 -0.0791 -0.0141
Si -0.0208 0.0202 -0.0076
Si 0.0392 -0.0525 -0.0377
Si -0.0318 -0.0142 -0.0125
Si -0.0137 0.0028 0.0066
Si 0.0119 0.0731 0.0486
Si -0.0938 0.0205 0.0114
Si 0.0192 0.0091 0.0136
Si -0.032 0.0241 0.0393
Si 0.0014 -0.0175 0.0078
Si -0.0006 0.0003 0.0092
Si -0.0287 0.0778 0.0048
Si -0.0191 -0.0258 0.0382
Si 0.0891 -0.015 -0.0133
Si -0.0441 -0.1152 -0.0152
Si 0.0089 0.0134 0.0374
Si 0.0842 -0.025 -0.0154
Si -0.0203 0.0097 0.0298
Si -0.0013 0.0253 0.0387
Si -0.0619 -0.1599 -0.0257
Si 0.0629 0.3471 -0.3423
Si -0.2211 -0.1651 0.1503
Si -0.278 -0.0228 0.0026
Si 0.0552 0.0783 0.1425
Si 0.0299 -0.0708 0.1732
Si -0.054 0.2342 -0.1913
Si 0.0767 0.0386 0.2467
Si -0.3616 -0.1556 -0.3346
Si 0.0021 -0.0008 0.0005
Si -0.0011 0.0014 -0.0007
Si -0.0001 0.0002 -0.0015
Si -0.0011 0.0017 -0.0006
Si 0.0015 0.0005 -0.0018
Si 0.0013 -0.0014 -0.0012
Si -0.0005 0.0003 -0.0003
Si 0.0016 -0.001 -0.0033
Si -0.0022 0.0005 0.0018
Si -0.0036 0.0008 -0.0001
Si -0.0001 -0.0001 0.0002
Si 0 -0.0008 0.0028
Si -0.0014 0.0005 -0.0001
Si 0.0002 0.0012 0.0045
Si -0.0017 -0.0008 0.0025
Si -0.0003 0.0016 0.0005
Si 0.0003 -0.002 -0.0014
Si 0.0024 -0.0006 0.0063
Si 0.0016 -0.0027 0.0055
Si 0.0032 -0.0024 -0.0024
Si 0.0015 0.0005 0.0052
Si -0.0028 -0.0032 -0.0014
Si 0.0045 -0.0011 0
Si 0.0006 -0.005 0.0069
O 0.0002 -0.0011 0.0024
O 0.0019 -0.0008 -0.0002
O -0.0017 0.0036 -0.0038
O -0.0022 0.0009 -0.0026
O 0.0014 -0.0008 0.0043
O 0.0006 -0.0016 -0.0024
O -0.0015 0.0007 -0.0022
O -0.0006 0.0013 -0.0029
O -0.0037 0.0011 -0.0008
O 0.0004 -0.001 -0.0032
O -0.0004 0.0023 -0.0029
O -0.0003 -0.0003 -0.0034
O -0.001 0.0006 -0.0019
O 0.0023 -0.0011 -0.0039
O 0.0013 -0.003 -0.0044
O 0 -0.0015 -0.0051
O 0.0012 -0.001 -0.0014
O -0.0046 0.0048 0.0042
O 0.0016 -0.0006 -0.0005
O -0.0006 -0.0004 -0.0024
O 0.0035 -0.0038 -0.0031
O -0.0022 0.0035 0.0037
O -0.0018 -0.004 0.0043
O -0.0008 0.0003 0.0025
Si 0.0043 -0.0039 -0.0056
Si -0.003 -0.0003 -0.0032
Si -0.0028 -0.0009 0.0035
Si 0.0009 0.0015 -0.0024
Si -0.0012 0.0046 -0.0026
Si -0.0004 0.0008 0.0008
Si -0.0027 0.0088 -0.006
Si -0.0017 0.0093 -0.0089
Si -0.0046 -0.0046 -0.008
Si 0.001 0.0019 -0.0036
Si -0.0014 -0.0005 -0.0002
Si -0.0042 0.0014 -0.0031
Si 0.0024 0.0023 -0.0041
Si 0.0002 0.0014 0.0024
Si 0.0032 0.0025 -0.0028
Si -0.0004 0.0016 -0.001
As -0.0006 -0.0002 -0.0023
Si 0.0003 0.0024 0.0018
Si 0.0007 0.0007 0.0001
Si -0.0026 0.001 -0.0017
Si -0.0014 0.0019 -0.0013
Si 0.0078 0.0008 -0.0075
Si -0.0023 0.0017 -0.005
Si 0.0002 -0.0002 0.0002
Si 0.0009 0.0026 0.0008
Si 0.0053 -0.0045 -0.0019
Si 0.001 -0.0006 0.0037
Si -0.0002 -0.0026 -0.0034
Si -0.0015 0.0005 0.0006
Si -0.0013 -0.0017 0.0073
Si -0.0018 -0.0056 -0.0106
Si 0.0008 -0.0001 0.0007
Si 0.0019 -0.0008 0.0021
Si -0.0006 0 -0.0061
Si 0.0034 0.0023 0.0018
Si 0.0004 -0.0014 0.0027
Si -0.0048 -0.0005 0.0013
O -0.0034 0.0032 0.0024
O -0.0001 0.0001 -0.0013
O -0.0018 -0.0002 0.0036
O 0.0016 -0.0035 -0.0038
O -0.0034 0.0013 0
O -0.0038 0.0034 0.0069
O -0.0019 -0.0011 0.0001
O -0.0021 -0.0016 0.003
O -0.0005 0.0002 -0.0026
O 0.005 -0.0093 0.0064
O -0.0014 -0.0002 -0.0006
O 0.0004 -0.0006 0.0005
O 0.0008 0.0008 -0.001
O 0.0006 -0.0006 0.0029
O 0.0016 -0.0012 -0.0026
O -0.0012 -0.0009 0.0022
O 0.0042 0.0007 0.0031
O -0.0004 0.0006 0.003
O 0.0001 0.0005 0.0009
O -0.0009 -0.0031 -0.0019
O -0.0106 -0.0007 -0.0024
O 0.001 0.0006 0.001
O 0.001 -0.0008 0.0008
O -0.0007 -0.0005 -0.001
O -0.0026 0.0049 0.0028
O 0.001 -0.0027 0.0012
O 0.0003 0.0003 -0.0002
O 0.0006 0.0028 -0.0001
O -0.0006 0.0001 -0.0006
O -0.0026 0.0005 -0.0036
O -0.0006 0.0001 0.0009
O -0.0019 0.0014 -0.0017
O -0.0014 0.0009 0.0013
O 0.0011 -0.0006 -0.0002
O 0.0024 -0.0014 -0.0045
O -0.0019 0.0008 0.0012
O -0.0008 0.0014 -0.0025
O 0.0006 0.0009 -0.0001
O -0.0024 0.0003 0.0028
O 0.089 0.0006 0.1198
O 0.001 0.001 -0.0034
O -0.0001 0.0004 -0.0032
O -0.0029 -0.0022 -0.0026
O 0.0006 -0.0005 -0.0002
O 0.0003 0.0021 -0.0032
O -0.0004 0.001 0.0002
O -0.0005 0.0003 -0.0003
O -0.0006 -0.0013 -0.0011
O -0.0108 -0.0014 0.0019
O 0.0005 -0.0013 -0.0041
O -0.0014 -0.0001 -0.0027
O -0.0004 -0.0043 -0.0049
O -0.0001 0.0004 0.0012
O 0.0019 0 0.0003
O 0.0021 -0.0004 -0.0017
O -0.0011 -0.0001 0.0021
O -0.0017 0.0019 -0.0007
O 0.0016 -0.0001 -0.0012
O 0.0014 -0.0003 -0.0029
O 0.0069 0.0013 0.0036
O 0.0045 -0.0037 0.0065
O -0.0035 -0.0001 -0.0012
O -0.0019 -0.0009 0.0049
O -0.0011 0.0024 0.0006
O -0.0023 0.0022 -0.0013
O -0.0016 -0.001 -0.0005
H -0.0801 0.0012 -0.1288

The program warned: the cutoff lies below the one the program advises for these potential files; the forces do not sum to zero within the program's tolerance; the exchange-correlation potential is rough where the density is thin.
